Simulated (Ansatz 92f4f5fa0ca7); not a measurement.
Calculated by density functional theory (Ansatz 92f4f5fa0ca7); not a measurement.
Periodic cell of 195 atoms, Si117O78, from a study of silicon, its oxide and their interface. The atomic structure is a simulated model.

Settings
functional: r2SCAN
potential files: Ansatz norm-conserving
basis: plane waves
wave-function cutoff: 1300 eV
density cutoff ratio: 4
exchange-correlation grid ratio: 1
k mesh: 2 x 2 x 1, shifted by 0.5 0.5 0.5 of a step
self-consistency stop: 5e-08 eV per atom in the density residual
occupations: Fermi-Dirac, 0.05 eV
spin: none
net charge: 0

Cell vectors (angstrom)
a  11.5462  0.1165  0.0574
b  0.0854  11.5179  0.0044
c  2.4142  3.2678  25.4923

Atoms: element, x, y, z (angstrom)
Si  0.8698  1.0344  1.3405
Si  0.58  7.7244  -2.7537
Si  0.4657  8.4852  0.3444
Si  4.1321  -1.0605  0.9368
Si  6.1617  1.6657  2.7001
Si  4.1529  6.4413  0.7971
Si  7.4254  -0.6466  -2.0358
Si  8.1001  2.7317  0.3352
Si  7.3809  8.5899  -0.0965
Si  1.6824  -1.2337  1.2085
Si  0.711  4.5443  1.4724
Si  1.6218  7.3052  3.4861
Si  4.9061  1.2445  -1.3921
Si  4.0749  3.7523  0.3404
Si  5.0229  8.4521  -0.0462
Si  10.1104  1.054  1.8392
Si  9.5488  2.8365  3.3857
Si  9.6201  10.5335  3.0686
Si  1.3932  2.7094  2.9571
Si  1.8382  6.6819  1.3217
Si  1.6456  9.6667  3.496
Si  4.6474  3.4213  2.6018
Si  5.2669  6.2839  3.0474
Si  5.5109  10.9902  2.9927
Si  9.9523  4.551  1.9054
Si  9.5197  6.5652  3.1317
Si  10.0057  8.487  1.6992
Si  -0.2266  2.6665  4.8466
Si  -0.265  6.4957  4.7123
Si  -0.2721  10.4054  4.5703
Si  3.1764  2.8583  4.4276
Si  3.6112  6.6868  4.717
Si  3.6112  10.5166  4.5038
Si  7.5217  2.4893  4.5437
Si  7.4267  6.6196  4.3026
Si  7.5886  10.4188  4.3493
Si  -0.2953  0.7419  6.015
Si  -0.1984  4.5782  6.0974
Si  -0.2936  8.5371  6.06
Si  3.4511  0.932  5.7906
Si  3.329  4.6262  5.929
Si  3.6291  8.5475  5.8663
Si  7.4925  0.7419  5.8674
Si  7.4761  4.6382  5.6491
Si  7.5324  8.4708  5.694
Si  1.6273  0.7406  7.415
Si  1.5228  4.6305  7.5481
Si  1.7241  8.5588  7.2987
Si  5.4008  0.8929  7.0039
Si  5.4963  4.6363  7.0751
Si  5.5821  8.5622  7.1578
Si  9.2025  0.8519  7.4152
Si  9.2353  4.6935  7.3174
Si  9.2349  8.5202  7.4593
Si  1.5664  2.6014  8.7426
Si  1.5525  6.6579  8.7458
Si  1.6717  10.3942  8.7677
Si  5.5778  2.8093  8.5195
Si  5.5616  6.5735  8.284
Si  5.3989  10.5198  8.3921
Si  9.3853  2.8199  8.9291
Si  9.2802  6.4215  8.721
Si  9.2313  10.4426  8.6293
Si  -0.2984  2.7506  10.2617
Si  -0.4657  6.495  10.2504
Si  -1.0147  8.4388  11.4722
Si  3.6599  2.6598  10.0142
Si  3.6843  6.6078  9.7586
Si  4.1129  0.8686  11.4359
Si  7.2667  2.8744  10.0873
Si  7.3025  6.599  9.9489
Si  7.2095  10.5525  9.8508
Si  10.9129  0.6267  11.4956
Si  10.2081  3.9446  14.2769
Si  2.6575  5.1706  12.574
Si  3.6749  10.3505  10.0518
Si  4.169  4.6544  10.8935
Si  3.2637  7.5711  13.0739
Si  6.6867  0.8393  11.251
Si  6.5446  4.7832  11.2991
Si  6.7747  8.5705  11.1168
Si  4.171  9.5049  15.1469
Si  4.4061  8.4367  11.1788
Si  2.9149  12.0343  13.4763
Si  11.0385  -1.1296  10.038
Si  8.4339  9.2717  12.5751
Si  8.779  11.6442  12.3986
Si  10.1276  12.571  14.9047
Si  2.8504  3.2814  15.0754
Si  11.9433  8.9696  13.2713
Si  6.1276  0.8431  18.1786
Si  7.239  4.6833  14.3994
Si  11.8462  4.7615  11.7351
Si  8.787  11.5084  17.2622
Si  0.4306  4.7465  16.4607
Si  11.3574  7.5863  20.3461
Si  5.4552  3.3947  16.6521
Si  11.3032  7.7218  16.1479
Si  7.3198  9.2601  15.4925
Si  4.5012  8.3911  22.7648
Si  5.5913  8.0255  19.9942
Si  7.1969  9.5866  21.9234
Si  11.0979  9.7191  18.4905
Si  6.2269  3.7248  21.3881
Si  12.1501  4.191  22.234
Si  12.0754  -0.2391  13.2907
Si  15.4263  0.8289  20.2139
Si  3.1316  3.4876  20.633
Si  10.1539  9.4954  22.9609
Si  6.673  5.299  18.8218
Si  10.9576  6.7025  23.039
Si  4.2136  6.6039  25.2297
Si  8.2945  6.7194  16.6519
Si  12.4986  4.9725  19.4451
Si  12.1656  10.1236  20.9785
Si  4.3452  10.1176  18.1465
Si  7.4677  1.0161  22.404
O  7.4135  11.1263  21.5339
O  6.3832  0.6679  -1.7794
O  8.9024  4.0968  0.7799
O  6.932  2.0713  1.2507
O  8.453  8.2741  0.9529
O  9.2573  1.3407  0.4262
O  4.9184  2.6774  -0.7077
O  5.6625  4.5653  3.1125
O  8.9415  12.2489  13.9663
O  2.7563  1.7789  14.4598
O  -1.0357  4.5061  15.7224
O  10.7873  4.8055  13.0928
O  8.615  3.7083  14.1536
O  6.7716  5.1915  12.8225
O  0.3496  8.4502  -1.3638
O  1.3299  1.8699  -0.0962
O  15.7425  11.789  21.7295
O  4.1674  7.1289  23.7074
O  5.9722  1.987  17.0677
O  14.4903  2.0619  20.1852
O  4.3041  0.2156  -0.22
O  6.4238  4.5228  22.7714
O  4.4945  7.8773  21.2132
O  12.2542  6.4778  19.447
O  7.6795  2.8151  -1.2526
O  7.83  5.9408  15.2314
O  6.0009  9.1816  22.935
O  7.6157  -1.4664  -0.7058
O  11.8111  8.974  17.1872
O  1.4048  3.8006  15.6286
O  8.1396  8.8996  14.1717
O  13.7234  3.6743  22.1129
O  3.7647  10.8604  14.2553
O  5.818  9.484  15.1434
O  10.4209  8.3431  19.381
O  3.6456  9.6879  16.6659
O  3.1229  4.1782  13.8334
O  8.0495  10.5646  16.1504
O  1.7763  8.1792  12.6264
O  9.7966  10.5483  18.002
O  3.6129  8.0781  14.5238
O  1.0227  6.208  -2.4682
O  7.6814  7.3817  -1.2309
O  7.7617  0.6277  18.272
O  11.1606  3.2202  23.0245
O  6.5929  2.1617  21.7184
O  3.8544  3.4413  16.3553
O  11.3307  0.0973  14.7887
O  15.0334  11.1353  19.1791
O  6.2415  3.8643  15.1646
O  11.9664  10.5754  19.3996
O  9.7781  7.2249  16.5559
O  7.0979  4.3122  20.1106
O  10.8173  10.3483  21.6143
O  8.052  5.8273  17.9421
O  0.3494  4.2192  17.9602
O  7.4535  8.0996  16.6561
O  0.8601  6.3176  16.3171
O  11.082  8.3926  23.4803
O  4.6362  3.7955  21.1405
O  11.6306  4.3048  20.6942
O  8.5932  9.1107  22.6562
O  -0.8169  7.6479  -3.7967
O  5.3679  1.1798  19.574
O  5.8435  6.486  19.4479
O  10.8382  13.9654  14.3398
O  4.8577  8.7191  18.8207
O  12.4477  8.5461  21.0489
O  6.8445  8.7759  20.5763
O  6.9861  0.6625  23.862
O  9.003  1.6555  22.3458
O  9.5029  12.6666  16.4067
O  11.5102  8.2478  14.6631
O  14.0283  4.5505  19.6925
O  5.7354  4.5687  17.7714
O  12.2748  5.7705  22.8522
O  5.6161  10.9692  17.5672
O  10.3761  6.8253  21.5396

Results
free energy: -49973.575 eV
free energy less fixed offsets of O -463.61, Si -117.95 eV per atom: -11.845 eV
pressure: -1.20 GPa
stress xx, yy, zz, yz, xz, xy (GPa, positive in tension): 1.27, 0.67, 1.65, -0.11, -1.08, 1.54

Forces (eV/angstrom), in the order of the atoms: element, x, y, z
Si  0.6969  -0.0624  -0.864
Si  -0.3762  0.2271  -3.4888
Si  0.946  -0.4569  -0.9912
Si  -0.0062  1.1611  -1.2602
Si  -0.2845  1.5116  -0.2912
Si  0.3624  -0.9912  0.1729
Si  -6.4592  -0.0475  -0.4894
Si  1.8782  -3.4475  0.0672
Si  -1.347  -1.9849  -3.5398
Si  0.5548  0.7542  0.545
Si  0.7075  -0.3335  -0.5423
Si  0.2866  -0.2246  1.1692
Si  0.8059  -2.3582  1.3479
Si  -0.0239  -0.292  -0.6369
Si  0.2191  0.727  -0.2623
Si  -1.2219  0.1942  -0.0385
Si  0.4721  -1.117  0.7612
Si  -0.1498  -0.1644  -1.1548
Si  -0.9156  0.3121  1.3069
Si  -0.6333  -0.3452  -0.5767
Si  0.276  0.5542  -0.5959
Si  -0.5518  -2.0174  0.8187
Si  0.8893  -1.3545  0.4934
Si  -0.2816  -0.7556  0.3996
Si  0.354  1.0201  2.0021
Si  0.6485  0.1399  -0.1909
Si  -2.5248  0.0056  0.8616
Si  0.1189  0.2157  -1.9951
Si  -0.032  0.7441  -0.1864
Si  0.2997  -0.3769  1.0393
Si  0.5376  0.1743  -0.8589
Si  -0.8607  -1.6793  -1.4056
Si  0.2826  -0.2458  -0.0767
Si  0.1653  1.6507  -1.7375
Si  0.0266  -0.1738  -0.7345
Si  -0.2242  -0.1586  -0.5846
Si  -0.2644  -0.6254  0.8231
Si  -1.086  0.5339  -0.243
Si  -0.7496  -0.4545  -0.0724
Si  -0.7868  -0.0442  0.0727
Si  0.4142  0.729  0.5273
Si  0.798  1.5987  1.2765
Si  -0.6327  -0.9548  0.6651
Si  -0.8951  -0.4497  0.5458
Si  -0.3686  0.4736  0.9917
Si  -0.0458  0.1877  -1.1298
Si  1.1776  0.1161  -0.0611
Si  -0.3514  -0.3339  -0.0233
Si  0.8501  0.3379  0.8076
Si  -0.1524  -0.2211  -1.0191
Si  0.154  0.1566  -1.0433
Si  1.2628  0.5828  -0.0054
Si  0.5186  -1.4603  -0.7686
Si  0.5556  -1.191  -1.3534
Si  0.4555  0.6484  1.1746
Si  -0.2038  0.2442  0.4832
Si  -0.0818  -0.7872  0.5972
Si  -0.9416  -0.7814  -0.5548
Si  -0.152  0.3147  1.1172
Si  0.1032  -0.1566  0.2709
Si  -1.385  0.166  -1.0103
Si  0.0354  1.7699  0.9114
Si  -0.0395  0.3881  1.1303
Si  1.006  -1.1105  0.6976
Si  0.8928  -0.2847  -0.5183
Si  -0.5852  0.2292  -0.3415
Si  -0.3064  -0.4618  -1.4667
Si  0.5863  0.3773  -0.5064
Si  0.3538  -0.9924  -0.1988
Si  0.4417  -0.6745  0.5047
Si  -0.7253  -0.3097  -0.2474
Si  -0.1193  -0.3463  -0.3593
Si  -0.8494  1.1518  -0.5989
Si  -1.1578  -0.213  2.7327
Si  0.8493  -0.1357  0.583
Si  0.2422  1.0766  0.1956
Si  -0.0132  0.7666  0.7053
Si  -1.9348  -0.8842  -2.729
Si  0.2826  0.4465  0.1561
Si  -0.5139  0.2392  -1.6345
Si  0.1335  0.1225  -0.5019
Si  0.869  1.3153  -0.0988
Si  -0.0477  -0.7019  0.1937
Si  0.0702  -1.0367  -0.3236
Si  -0.0483  -0.579  -0.3023
Si  0.0422  -0.2226  0.3098
Si  -0.412  0.7178  0.9937
Si  1.8313  2.2777  1.3343
Si  -1.9061  -0.571  1.2063
Si  0.6825  -0.739  -0.6666
Si  1.2836  -1.3114  0.2109
Si  5.4997  1.9407  -3.724
Si  -1.1159  0.7556  0.874
Si  1.5098  -2.1682  -3.4635
Si  -1.4409  -0.1234  -1.6042
Si  0.6227  -4.0001  1.1597
Si  0.0816  3.4088  -2.2635
Si  1.013  -0.4248  2.5473
Si  1.9725  0.4407  2.2778
Si  3.0968  -1.3616  -1.5989
Si  -1.1729  -3.2968  1.2785
Si  1.21  -0.4543  0.8731
Si  -4.1867  -3.8077  -3.7252
Si  0.4385  -1.0421  0.0282
Si  2.4685  1.0997  -0.8621
Si  0.73  0.7776  1.6763
Si  2.2305  -2.1027  -0.326
Si  0.3957  -2.2151  5.3645
Si  -2.321  6.4147  0.4719
Si  2.7209  0.0395  0.3938
Si  0.4812  2.1036  0.375
Si  0.8013  3.1837  1.0219
Si  -1.3838  -0.1915  -2.3306
Si  -2.1782  -3.9832  -0.7936
Si  1.8824  0.1362  -2.244
Si  0.7518  -1.9702  -3.4824
Si  1.6011  0.1516  -1.9822
O  -0.1338  1.2651  0.4688
O  0.334  -1.1614  -0.1688
O  -2.0113  -1.0031  -2.0087
O  0.6016  0.6368  -0.2482
O  3.1408  0.0649  2.8978
O  -1.0219  2.256  0.1032
O  -0.5148  2.2837  0.9782
O  0.2163  3.0085  -0.1113
O  -2.0381  -1.3245  -2.4012
O  0.1283  0.6527  1.0941
O  0.5831  0.076  -0.7576
O  1.5734  0.599  -1.9914
O  -1.9151  1.4914  -0.1915
O  0.7775  -0.6489  3.9686
O  -0.2348  0.4013  0.7688
O  -1.1955  -3.5574  0.6583
O  -2.0352  -0.8344  1.4505
O  0.1809  0.3367  -0.7686
O  0.0316  -0.4753  0.1899
O  -0.9401  1.7066  -0.3625
O  -0.0035  -0.919  0.5391
O  0.0451  0.6231  -0.2456
O  0.3642  0.1741  0.4373
O  -1.1813  4.2051  1.2606
O  0.2402  0.6472  1.2614
O  -0.1811  0.5689  1.0268
O  -1.4858  -0.7298  0.5155
O  0.2561  -0.0721  0.8218
O  -1.0981  -0.6843  0.0141
O  1.345  -0.788  -0.2257
O  0.8436  -0.3146  -1.142
O  -0.3942  0.0895  -0.8287
O  0.1605  -1.6953  0.6523
O  -2.8412  0.0793  -0.7108
O  -0.1901  3.1747  -2.1966
O  0.0646  0.1232  1.5276
O  0.6264  1.558  -1.4753
O  -0.5719  -0.0193  -0.0567
O  0.2152  0.2438  0.6121
O  1.6681  -0.8045  0.9401
O  0.8471  1.6178  2.1653
O  -2.0291  1.8976  0.5929
O  -0.2652  -0.7462  -1.7782
O  -3.8978  1.7873  2.8756
O  3.5845  1.3511  -1.3068
O  -0.4946  0.9937  -0.3767
O  0.7812  -0.4984  -0.6228
O  0.3457  -0.9498  -0.5723
O  -0.5652  0.9805  1.2529
O  -4.6243  -3.0548  4.3321
O  2.7524  1.222  2.2958
O  3.5106  0.8234  -0.6704
O  -0.906  0.2187  -0.4506
O  -5.9236  -0.9275  4.0916
O  -2.0177  -1.1728  2.09
O  0.9941  0.7038  2.3631
O  -0.7509  0.1789  -0.4973
O  -1.7265  1.0864  -0.1047
O  1.7384  -4.6458  0.2036
O  -0.9143  -0.0312  -1.2913
O  0.4436  0.1264  -0.4866
O  0.3143  -0.1742  -0.4625
O  4.6834  1.6315  2.8046
O  -0.3377  -0.2913  -0.6567
O  0.1002  1.8586  0.7139
O  0.1609  -1.0173  0.2625
O  -1.294  2.4538  -2.0561
O  0.8768  -0.8003  -0.3088
O  1.3902  0.3255  -0.4302
O  -0.2201  -0.6701  1.6088
O  0.4982  0.1078  1.2722
O  1.0801  0.343  -0.4858
O  -0.2707  0.1763  -0.1533
O  -0.4566  2.2531  -2.7617
O  -0.6061  -1.7824  -1.3391
O  -0.3655  -1.3018  0.1174
O  -0.1638  0.6838  1.2298
O  0.8504  0.959  -1.6189

The program warned: the forces do not sum to zero within the program's tolerance.
